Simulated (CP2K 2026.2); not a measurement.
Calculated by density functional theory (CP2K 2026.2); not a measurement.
Periodic cell of 513 atoms, Si351O162, from a study of silicon, its oxide and their interface. The atomic structure is a simulated model.
Doubt: the forces sum to 0.94 eV/angstrom along one axis rather than to zero, so they err by at least 0.0018 eV/angstrom per atom on average; the grid cutoff is modest.

Settings
functional: PBE
method: Gaussian and plane waves
basis set: DZVP-MOLOPT-SR-GTH
pseudopotentials: GTH-PBE
grid cutoff: 300 Ry, relative cutoff 40 Ry
k points: Gamma only
occupations: fixed
spin: none
net charge: 0

Cell vectors (angstrom)
a 16.407 0 0
b 0 16.407 0
c 0.021 0.4006 34.4475

Atoms and the computed forces on them: element, x, y, z (angstrom), force x, y, z (eV/angstrom)
Si 0.157 16.286 0.054 -0.041 0.104 0.222
Si 3.106 2.493 0.092 -0.029 0.01 0.241
Si 16.188 5.758 0.1 0.014 -0.058 0.244
Si 2.206 8.696 0.103 0.169 -0.14 0.155
Si 0.174 11.2 0.508 -0.085 -0.003 0.131
Si 2.428 14.094 0.184 0.06 -0.013 0.229
Si 5.564 0.484 0.077 -0.012 -0.065 0.197
Si 7.9 3.213 0.175 0.165 -0.105 0.178
Si 5.624 5.497 0.309 -0.091 0.043 0.174
Si 8.001 8.317 0.126 0.068 0.003 0.179
Si 5.934 10.714 0.066 -0.089 0.034 0.218
Si 8.591 13.554 0.007 -0.119 0.045 0.254
Si 10.878 16.202 0.118 -0.001 0.039 0.165
Si 13.383 3.027 0.157 0.05 -0.02 0.256
Si 11.353 5.403 0.203 -0.1 0.004 0.22
Si 14.011 8.019 0.176 0.002 0.079 0.238
Si 10.764 11.27 0.053 0.03 -0.036 0.244
Si 13.338 14.55 34.39 0.042 -0.06 0.21
Si 1.441 1.4 1.379 0.005 -0.001 -0.059
Si 4.067 4.188 1.46 0.019 -0.003 -0.043
Si 1.299 6.967 1.437 -0.019 0.011 -0.06
Si 4.111 9.689 1.26 -0.001 0.009 -0.045
Si 1.437 12.644 1.76 -0.019 0.002 -0.064
Si 4.237 15.211 1.253 -0.019 0.017 -0.044
Si 6.896 1.61 1.591 -0.014 0.007 -0.069
Si 9.627 4.282 1.395 -0.016 0.016 -0.047
Si 6.792 7.015 1.63 0.001 -0.014 -0.055
Si 9.625 9.611 1.323 -0.003 0.005 -0.037
Si 6.986 12.38 1.344 0.025 -0.022 -0.052
Si 9.58 15.008 1.602 0.017 -0.004 -0.069
Si 12.135 1.45 1.364 0.015 -0.002 -0.042
Si 15.034 4.174 1.434 -0.011 0.006 -0.069
Si 12.48 6.91 1.576 0.007 -0.014 -0.063
Si 15.021 9.734 1.49 0.006 0.001 -0.051
Si 12.295 12.491 1.371 -0.006 0.001 -0.059
Si 14.947 15.191 1.371 0.005 -0.002 -0.047
Si 0.068 2.823 2.733 -0.001 0.001 -0.003
Si 2.823 0.074 2.769 -0.005 -0.002 0.009
Si 16.404 8.358 2.859 -0.012 -0.001 0.019
Si 2.708 5.604 2.778 0 0.003 0.011
Si 16.289 13.913 2.913 0.008 -0.007 0.016
Si 2.863 11.087 2.803 0.008 0.006 0.035
Si 5.468 2.926 2.915 0.005 0.002 0.026
Si 8.232 0.11 2.834 -0.003 -0.001 0.013
Si 5.378 8.404 2.841 -0.003 0 0.004
Si 8.257 5.615 2.838 0.012 0 0.016
Si 5.539 13.773 2.661 -0.002 0.004 0.009
Si 8.299 11.011 2.771 0.002 0.009 0.015
Si 10.886 2.845 2.803 -0.007 -0.007 0.008
Si 13.62 0.171 2.748 0.004 0.009 0.006
Si 10.997 8.317 2.774 -0.006 0.002 0.01
Si 13.771 5.522 2.93 0.004 0.006 0.019
Si 11 13.732 2.92 -0.001 0 0.007
Si 13.621 11.099 2.788 0.009 -0.011 0
Si 1.364 4.224 4.153 0.001 0.004 0.003
Si 4.107 1.483 4.196 -0.001 -0.003 -0.01
Si 1.431 9.722 4.158 -0.007 -0.006 -0.011
Si 4.077 6.963 4.178 0.011 0.007 0.002
Si 1.383 15.212 4.191 -0.001 0.014 0.006
Si 4.204 12.456 4.149 -0.007 -0.013 -0.002
Si 6.881 4.268 4.228 -0.012 -0.005 0
Si 9.575 1.482 4.21 0.015 0.009 -0.004
Si 6.842 9.731 4.158 0.008 0.001 -0.003
Si 9.622 6.98 4.183 -0.011 -0.007 0
Si 6.834 15.138 4.133 -0.008 0 0.003
Si 9.606 12.361 4.222 0.007 0 -0.005
Si 12.305 4.178 4.193 0.008 0.007 -0.004
Si 15.053 1.5 4.118 -0.003 -0.003 0.003
Si 12.296 9.714 4.176 0.002 0.001 -0.002
Si 15.089 6.963 4.248 0.001 -0.001 -0.006
Si 12.346 15.183 4.197 -0.007 -0.009 -0.007
Si 15.001 12.431 4.203 0.004 0.008 0.003
Si 0.016 0.17 5.542 0.003 0.004 0
Si 2.737 2.869 5.541 0.002 -0.002 -0.005
Si 0.039 5.583 5.58 0 0.003 -0.002
Si 2.739 8.334 5.558 -0.001 -0.004 0.002
Si 0.025 11.068 5.522 0.002 -0.003 0.002
Si 2.76 13.789 5.507 0.001 -0.002 -0.001
Si 5.483 0.099 5.536 -0.005 0 -0.002
Si 8.213 2.852 5.573 0 -0.005 0.003
Si 5.481 5.627 5.554 0 0.004 0.005
Si 8.211 8.341 5.526 0.001 0.003 -0.004
Si 5.525 11.1 5.56 0.004 0.004 0.002
Si 8.217 13.784 5.524 0.004 -0.001 0
Si 10.965 0.127 5.562 0.001 0.001 0
Si 13.7 2.838 5.544 0 0.002 -0.001
Si 10.965 5.587 5.55 -0.002 0 -0.002
Si 13.68 8.341 5.548 0.001 -0.002 -0.002
Si 10.955 11.034 5.604 -0.001 -0.001 -0.003
Si 13.679 13.808 5.584 0.001 -0.003 0.004
Si 1.366 1.525 6.926 -0.002 0.004 -0.001
Si 4.12 4.233 6.907 0.002 0 -0.002
Si 1.396 6.96 6.94 0.001 -0.002 0.002
Si 4.13 9.708 6.9 0 -0.001 -0.002
Si 1.397 12.426 6.894 -0.003 -0.001 -0.001
Si 4.108 15.156 6.904 -0.002 0.001 -0.002
Si 6.847 1.471 6.918 -0.002 0 -0.002
Si 9.593 4.224 6.924 0.001 -0.002 -0.001
Si 6.85 6.983 6.918 0.001 0.002 -0.003
Si 9.567 9.681 6.938 0 0 -0.001
Si 6.869 12.449 6.939 0.001 -0.002 -0.001
Si 9.583 15.158 6.905 0.002 0.002 -0.004
Si 12.339 1.481 6.929 0.002 -0.002 -0.002
Si 15.052 4.222 6.921 -0.002 0.004 0
Si 12.324 6.96 6.92 -0.001 0 -0.002
Si 15.066 9.701 6.906 0 -0.001 -0.001
Si 12.314 12.435 6.943 -0.003 0.003 0.001
Si 15.077 15.174 6.916 0.002 -0.003 -0.004
Si 0.011 2.876 8.304 0.001 0.003 0
Si 2.741 0.127 8.265 0 0 -0.002
Si 0.012 8.325 8.29 -0.001 0 0
Si 2.766 5.596 8.298 0.002 -0.002 0
Si 0.035 13.795 8.271 0.002 -0.002 0
Si 2.751 11.057 8.279 0.002 0.001 0
Si 5.481 2.852 8.274 0.001 -0.001 0
Si 8.225 0.118 8.289 0 -0.002 0
Si 5.485 8.348 8.288 0.002 -0.001 0
Si 8.212 5.594 8.277 0 0 0
Si 5.481 13.806 8.291 -0.002 0.003 -0.001
Si 8.22 11.07 8.303 0.003 0.001 0.001
Si 10.968 2.858 8.29 -0.001 -0.001 0
Si 13.703 0.118 8.296 0.003 0 -0.001
Si 10.943 8.312 8.285 -0.002 -0.001 -0.001
Si 13.692 5.594 8.291 -0.001 0.002 0
Si 10.942 13.803 8.296 0 -0.001 0
Si 13.7 11.066 8.285 0.001 0.001 -0.002
Si 1.389 4.235 9.664 -0.001 0.003 0.001
Si 4.11 1.488 9.637 -0.002 -0.001 -0.002
Si 1.382 9.688 9.66 -0.001 -0.002 0
Si 4.127 6.969 9.663 0.001 0 0
Si 1.389 15.161 9.643 0 0 0
Si 4.115 12.429 9.65 0 -0.001 -0.001
Si 6.852 4.218 9.646 0 -0.001 0.001
Si 9.598 1.488 9.659 0.001 0.001 0
Si 6.846 9.706 9.663 -0.001 0.001 -0.001
Si 9.578 6.952 9.653 0 -0.001 -0.001
Si 6.852 15.168 9.664 0.001 0 0.001
Si 9.58 12.441 9.666 0 0.001 0.002
Si 12.328 4.224 9.663 0.001 -0.001 -0.001
Si 15.06 1.496 9.663 0 -0.001 0
Si 12.316 9.692 9.634 0 -0.001 -0.002
Si 15.058 6.959 9.664 0.001 -0.001 0.001
Si 12.328 15.161 9.66 -0.001 0 0
Si 15.071 12.432 9.649 -0.001 -0.001 0.001
Si 0.024 16.525 11.01 0.001 -0.001 0
Si 2.754 2.849 11.015 0.001 -0.002 -0.001
Si 0.025 5.594 11.038 0.003 0 0.003
Si 2.748 8.323 11.041 0.002 -0.001 -0.001
Si 0.011 11.057 11.03 0.001 0 0
Si 2.749 13.795 11.02 0 0 0
Si 5.475 0.13 11.017 -0.001 0.001 0
Si 8.223 2.857 11.026 0 -0.002 0.002
Si 5.492 5.588 11.02 0 0 0
Si 8.215 8.327 11.015 0 -0.001 -0.001
Si 5.481 11.072 11.028 0.001 0.001 0.001
Si 8.217 13.805 11.046 -0.001 0 0.003
Si 10.971 16.532 11.035 0.002 -0.002 -0.001
Si 13.696 2.857 11.039 0.001 0.002 0.001
Si 10.945 5.588 11.017 -0.003 0 0.001
Si 13.673 8.329 11.012 -0.002 0.002 0
Si 10.953 11.062 11.002 0 0 0
Si 13.701 13.793 11.024 0.001 -0.001 0.001
Si 1.399 1.468 12.378 -0.002 -0.001 0
Si 4.121 4.215 12.382 -0.002 0.001 -0.001
Si 1.384 6.95 12.425 0.001 0.003 0.002
Si 4.117 9.706 12.396 0 0.002 -0.002
Si 1.379 12.429 12.392 0 -0.005 0
Si 4.117 15.16 12.387 0.001 -0.002 0
Si 6.84 1.492 12.388 -0.002 -0.002 0
Si 9.596 4.225 12.4 0 0 0.002
Si 6.863 6.95 12.386 0 -0.001 0.001
Si 9.576 9.709 12.368 -0.002 0.001 0.001
Si 6.841 12.436 12.408 0 0.002 0.003
Si 9.603 15.171 12.409 0.004 0.004 0.001
Si 12.34 1.485 12.416 0 0.001 0.001
Si 15.071 4.219 12.405 0.003 0.002 0.001
Si 12.303 6.965 12.373 0 -0.003 -0.001
Si 15.026 9.694 12.392 -0.001 -0.004 0
Si 12.323 12.413 12.37 -0.002 -0.002 0
Si 15.067 15.174 12.388 0 0.002 0.002
Si 0.037 2.814 13.751 0.008 0 0
Si 2.759 16.518 13.763 -0.001 -0.002 -0.001
Si 16.384 8.324 13.758 -0.003 0.002 0
Si 2.759 5.551 13.779 0.004 -0.002 0.002
Si 0.018 13.808 13.754 0 0.001 -0.002
Si 2.747 11.072 13.769 0.004 -0.002 0.002
Si 5.487 2.868 13.765 -0.003 0 0.003
Si 8.208 16.538 13.757 -0.003 0.002 0
Si 5.494 8.325 13.737 0.002 0.004 -0.002
Si 8.235 5.6 13.773 0.001 -0.003 0.005
Si 5.471 13.805 13.776 -0.001 -0.001 0.003
Si 8.218 11.064 13.76 -0.002 0.001 0.002
Si 10.966 2.857 13.769 0.003 -0.003 0.002
Si 13.716 16.524 13.792 0.002 0 0.005
Si 10.937 8.349 13.727 -0.005 -0.001 0.001
Si 13.675 5.602 13.732 -0.001 0.002 0.001
Si 10.982 13.776 13.752 0.004 -0.004 0.001
Si 13.655 11.058 13.774 -0.002 0 0.003
Si 1.4 4.14 15.141 -0.003 -0.003 -0.002
Si 4.134 1.476 15.126 0.003 -0.004 -0.001
Si 1.34 9.708 15.099 -0.01 0.002 -0.007
Si 4.142 6.951 15.099 0.005 0 -0.008
Si 1.404 15.145 15.142 -0.002 0.001 0.005
Si 4.099 12.448 15.159 0.004 -0.004 0.003
Si 6.866 4.23 15.137 -0.004 0.002 0.001
Si 9.558 1.516 15.121 -0.001 0 -0.003
Si 6.851 9.684 15.12 0 -0.001 0.003
Si 9.595 7.008 15.121 0.003 -0.001 0.002
Si 6.868 15.149 15.137 0.001 0.005 0.002
Si 9.598 12.431 15.121 0.002 0.004 0.002
Si 12.355 4.226 15.12 -0.001 0.004 -0.003
Si 15.112 1.467 15.172 0.005 -0.001 0.003
Si 12.262 9.69 15.144 -0.005 -0.005 0
Si 15.003 6.959 15.132 0.002 -0.002 0.001
Si 12.357 15.12 15.137 0 0.004 0
Si 15.018 12.469 15.099 0.004 -0.01 0
Si 0.068 16.474 16.56 0.003 0.001 0.008
Si 2.774 2.774 16.555 0.001 -0.001 -0.001
Si 16.343 5.484 16.414 0.006 0.001 0.005
Si 2.679 8.265 16.395 0.007 0.01 -0.004
Si 16.399 11.14 16.434 -0.003 0.001 0.004
Si 2.758 13.827 16.57 0.001 -0.002 -0.003
Si 5.542 16.558 16.487 0.001 -0.001 0.003
Si 8.242 2.909 16.546 0.001 -0.003 0.004
Si 5.542 5.64 16.499 -0.005 -0.003 0.001
Si 8.228 8.359 16.527 -0.002 -0.005 0.005
Si 5.464 11.036 16.473 -0.001 -0.004 0.002
Si 8.225 13.759 16.505 -0.003 -0.008 0.002
Si 10.89 16.46 16.394 0.003 -0.001 0.005
Si 13.728 2.854 16.498 -0.002 -0.007 -0.002
Si 11.005 5.653 16.437 -0.002 -0.004 0.012
Si 13.638 8.351 16.52 -0.005 0.004 -0.001
Si 10.901 11.06 16.537 0.003 0.004 0.001
Si 13.719 13.787 16.584 -0.003 0.001 -0.002
Si 1.483 1.325 17.995 -0.008 -0.003 -0.013
Si 4.176 4.233 17.79 -0.001 0.009 -0.025
Si 1.299 6.842 17.701 -0.009 -0.02 -0.03
Si 3.994 9.662 17.726 -0.005 -0.013 -0.027
Si 1.278 12.495 17.893 0.002 -0.018 -0.001
Si 4.23 15.193 17.882 0.007 0.012 -0.016
Si 6.903 1.484 17.907 -0.009 -0.007 -0.014
Si 9.617 4.401 17.827 0.012 0.011 -0.019
Si 6.912 6.999 17.933 -0.003 0.005 -0.005
Si 9.504 9.749 17.969 0.01 0.002 -0.007
Si 6.897 12.33 17.862 0.005 0.008 -0.009
Si 9.579 15.144 17.873 0 0.009 -0.006
Si 12.263 1.427 17.659 -0.004 -0.002 -0.018
Si 15.094 4.174 17.954 0.001 0.013 -0.006
Si 12.317 6.943 17.921 0.004 -0.021 -0.012
Si 15.007 9.823 17.773 0.008 0.013 -0.015
Si 12.29 12.402 17.896 -0.006 -0.011 -0.017
Si 15.125 15.14 17.999 0.005 0.007 -0.017
Si 0.04 2.67 19.304 -0.015 -0.002 0.041
Si 3.005 16.463 19.449 0.005 -0.001 0.048
Si 16.34 8.309 18.92 0.005 -0.003 0.058
Si 2.643 5.453 19.078 0.013 0.011 0.056
Si 0.12 13.825 19.534 -0.008 0.002 0.033
Si 2.632 11.041 19.105 0.001 -0.023 0.029
Si 5.611 2.994 19.196 0.017 -0.005 0.07
Si 8.265 16.498 19.313 0.002 0 0.052
Si 5.351 8.337 19.105 -0.03 0.016 0.062
Si 8.406 5.801 19.389 0.012 -0.008 0.057
Si 5.597 13.765 19.159 0.008 -0.009 0.045
Si 8.063 10.984 19.472 -0.019 -0.001 0.034
Si 10.975 2.87 18.952 0.004 -0.002 0.072
Si 13.517 16.497 19.105 -0.007 -0.005 0.05
Si 10.967 8.416 19.235 0.017 0.013 0.072
Si 13.703 5.58 19.34 -0.015 -0.003 0.052
Si 10.862 13.709 19.253 0.015 0.009 0.055
Si 13.719 11.146 19.3 -0.009 -0.018 0.063
Si 1.716 3.79 20.525 -0.033 0.025 -0.161
Si 4.236 1.797 20.645 0.016 -0.088 -0.187
Si 1.473 9.367 20.302 -0.065 0.158 -0.162
Si 3.741 7.098 20.283 0.102 -0.072 -0.166
Si 2.048 14.711 20.805 -0.02 0.031 -0.227
Si 4.122 12.364 20.304 0 0.001 -0.084
Si 7.281 4.085 20.512 -0.062 0.068 -0.204
Si 9.505 1.799 20.409 0.005 -0.107 -0.205
Si 6.13 9.959 20.619 0.1 0.014 -0.194
Si 9.683 7.365 20.897 -0.046 -0.057 -0.241
Si 7.132 14.84 20.623 -0.025 0.084 -0.233
Si 9.348 12.569 20.708 0.029 -0.065 -0.213
Si 12.467 3.879 20.431 -0.012 0.12 -0.206
Si 14.644 1.595 20.456 0.088 -0.034 -0.161
Si 12.578 9.497 20.539 -0.023 0.124 -0.24
Si 14.879 7.315 20.454 0.019 -0.101 -0.191
Si 12.37 14.966 20.529 -0.073 0.09 -0.202
Si 14.721 12.776 20.739 0.117 -0.083 -0.205
Si 14.07 14.767 25.259 -0.044 0.031 0.045
Si 1.287 4.338 23.452 0.013 -0.017 0.03
Si 11.716 5.131 25.662 -0.012 -0.028 -0.054
Si 12.284 3.774 28.082 0.007 -0.069 0.003
Si 0.34 8.092 22.636 -0.011 0.093 -0.012
Si 2.102 15.955 23.723 0.018 0.016 0.024
Si 4.283 1.315 24.647 -0.007 0.047 0.085
Si 10.536 8.294 27.966 -0.05 0.013 -0.109
Si 7.451 10.868 25.096 -0.12 0.02 -0.023
Si 7.449 8.391 22.925 0.055 -0.052 -0.022
Si 11.252 0.473 22.742 -0.018 -0.061 -0.037
Si 14.25 0.784 23.308 -0.051 -0.003 0.013
Si 10.806 5.265 22.709 -0.016 0.039 0.011
Si 2.412 12.221 27.872 -0.017 0.092 0.152
Si 11.23 11.117 22.905 0.02 -0.008 -0.04
Si 14.059 12.088 23.653 0.002 0.009 -0.035
Si 2.659 5.135 27.133 0.007 0.06 -0.026
Si 3.703 7.844 25.635 0.006 0.031 0.034
Si 10.227 10.21 25.82 0.031 -0.003 -0.031
Si 3.282 2.273 27.306 -0.079 0.011 -0.041
Si 3.189 13.478 25.533 -0.057 0.057 -0.057
Si 6.561 5.297 27.852 0.052 0.047 -0.104
Si 7.64 5.225 23.265 -0.078 0.061 0.047
Si 5.397 12.398 27.038 -0.047 -0.008 0.06
Si 4.886 11.443 31.766 -0.01 0.052 -0.058
Si 10.842 12.348 27.955 -0.085 0.003 0.044
Si 8.653 16.476 24.372 -0.028 0.057 0.007
Si 16.397 5.501 25.893 0.008 -0.004 -0.044
Si 11.628 10.279 29.884 -0.045 -0.022 -0.013
Si 2.033 8.321 29.345 0.017 -0.044 -0.028
Si 0.233 1.754 24.628 0 -0.06 -0.055
Si 13.887 5.981 27.308 0.045 0.1 0.058
Si 0.369 1.695 27.694 -0.01 -0.012 0.003
Si 3.138 6.533 23.144 0.011 0.009 -0.073
Si 0.419 13.404 30.054 0.049 0.051 -0.057
Si 15.714 9.828 24.878 0.041 0.034 0.037
Si 6.211 0.41 22.83 -0.029 0.021 -0.03
Si 2.529 12.986 31.894 -0.015 0.026 -0.018
Si 9.835 5.337 27.736 -0.131 -0.041 0.038
Si 9.246 8.922 30.346 -0.091 -0.015 -0.034
Si 9.021 16.392 27.477 -0.05 0.029 0.012
Si 6.276 9.186 30.434 -0.053 -0.049 0.005
Si 14.287 1.648 29.297 0.028 0.056 -0.061
Si 6.124 3.614 25.492 -0.033 -0.016 0.015
Si 15.016 12.727 32.556 0.03 0.113 -0.038
Si 5.056 8.038 28.102 0.007 0.025 -0.038
Si 5.983 2.513 28.282 0.051 0.011 -0.051
Si 15.989 8.069 27.25 -0.015 -0.038 0.027
Si 5.46 6.278 31.692 0.134 0.025 0.026
Si 2.111 10.661 25.504 0.058 0.031 0.019
Si 15.408 15.535 28.082 -0.039 0.013 -0.007
Si 7.997 4.203 31.711 -0.093 -0.082 -0.013
Si 11.188 14.594 26.267 -0.006 -0.03 -0.031
Si 8.601 13.581 24.845 0.041 -0.052 -0.072
Si 9.578 6.829 32.445 -0.075 0.076 0.025
Si 8.219 1.579 29.963 0.057 0.054 0.075
Si 7.944 13.622 27.808 0.015 -0.036 0.055
Si 15.15 2.058 32.334 0.026 -0.036 0.032
Si 2.694 5.615 30.263 0.006 0.049 -0.001
Si 12.905 10.382 32.554 -0.096 0.003 0.002
Si 1.117 4.177 32.415 0.017 0.052 0.103
Si 8.253 16.487 32.8 0.017 0.019 0.075
Si 2.357 10.008 31.854 -0.055 -0.083 -0.028
O 15.842 0.787 33.105 0.119 -0.194 -0.068
O 12.923 2.437 28.786 0.016 -0.072 0.187
O 2.356 3.505 33.229 0.166 -0.067 -0.307
O 4.37 1.912 33.977 0.162 0.218 -0.116
O 4.119 5.668 31.02 0.043 -0.421 -0.371
O 0.535 5.468 33.238 0.189 0.138 -0.233
O 3.945 10.169 32.162 0.015 -0.267 -0.035
O 5.65 7.811 31.099 0.208 0.216 0.003
O 1.286 10.052 0.153 -0.026 -0.067 0.232
O 2.006 8.802 32.913 0.21 -0.294 -0.093
O 2.929 13.622 33.328 0.243 -0.316 -0.264
O 1.324 15.574 34.063 -0.171 0.013 -0.083
O 6.75 0.527 33.368 0.045 0.039 0.091
O 6.737 1.491 29.281 -0.028 0.043 -0.03
O 8.394 3.144 30.497 0.136 0.239 0.088
O 8.03 3.192 33.017 0.244 0.135 -0.118
O 6.824 4.433 0.009 0.137 0.204 -0.141
O 5.173 6.48 33.29 -0.033 0.255 0.051
O 6.97 9.883 34.016 -0.154 -0.056 -0.117
O 8.501 7.698 33.344 -0.099 -0.218 -0.151
O 5.603 11.953 33.13 -0.291 0.257 -0.226
O 1.562 14.026 31.074 0.133 0.203 0.504
O 8.264 14.854 33.091 -0.158 0.058 -0.058
O 9.168 1.148 28.653 0.009 0.059 -0.085
O 8.171 15.19 28.243 -0.154 0.012 -0.01
O 9.677 0.653 33.484 0.097 0.402 0.135
O 16.319 3.148 32.111 0.033 -0.007 0.061
O 13.979 2.697 33.256 -0.089 -0.217 -0.032
O 12.378 4.618 34.084 0.094 -0.112 -0.161
O 10.924 6.675 33.331 0.198 0.123 -0.262
O 13.232 8.986 33.307 -0.048 -0.309 -0.218
O 15.135 7.322 34.04 0.231 0.042 0.236
O 9.678 12.783 33.951 0.114 0.136 0.235
O 11.55 11.047 33.173 -0.106 -0.019 0.043
O 14.053 13.999 32.981 0.037 -0.082 0.046
O 12.124 15.624 33.935 0.179 -0.063 0.228
O 1.724 7.347 23.063 0.127 0.25 0.041
O 0.976 4.429 21.858 -0.022 0.167 -0.021
O 5.305 1.437 21.898 -0.069 0.097 0.359
O 2.968 2.813 21.068 -0.103 -0.135 -0.12
O 15.505 9.403 26.448 -0.02 0.209 -0.093
O 0.709 9.46 21.778 0.112 0.086 0.204
O 2.721 8.345 20.599 0.215 0.064 -0.315
O 3.996 6.419 21.769 0.21 -0.005 0.071
O 1.655 15.373 22.266 -0.144 0.261 0.316
O 15.127 1.942 24.046 0.067 0.021 -0.237
O 3.119 13.45 21.133 -0.134 0.221 0.337
O 5.106 11.219 21.077 0.116 -0.152 -0.157
O 7.246 4.157 24.438 0.029 -0.09 -0.03
O 6.792 4.761 21.941 -0.256 -0.038 0.019
O 8.35 2.877 20.897 -0.059 -0.009 -0.186
O 10.438 1.416 21.705 -0.136 0.245 0.153
O 11.638 11.77 29.243 0.088 0.103 0.114
O 10.823 6.685 21.899 0.275 0.096 0.05
O 9.241 4.977 23.041 -0.068 0.139 0.205
O 8.259 13.744 21.169 -0.023 -0.06 -0.117
O 6.34 15.452 21.942 -0.226 0.001 -0.06
O 4.766 13.539 26.006 -0.016 -0.121 0.19
O 10.605 10.4 24.244 -0.265 -0.095 -0.226
O 11.506 4.186 21.729 -0.245 -0.348 -0.071
O 13.651 2.836 20.934 0.097 -0.069 0.179
O 14.904 0.673 21.81 -0.085 0.009 0.014
O 0.098 2.174 26.178 -0.059 0.158 0.02
O 13.722 8.385 20.967 -0.086 -0.152 0.006
O 11.834 9.96 21.934 0.128 -0.163 -0.022
O 12.671 6.344 26.254 0.046 0.046 -0.302
O 15.847 7.032 21.764 0.153 -0.253 0.072
O 13.598 13.965 20.988 -0.005 0.075 -0.202
O 11.659 15.512 21.929 0.157 -0.261 -0.036
O 14.435 10.703 24.412 -0.273 -0.303 -0.091
O 14.952 12.193 22.275 0.311 0.016 0.287
O 12.477 15.056 25.426 0.056 0.192 0.149
O 0.285 16.481 27.76 0.258 -0.357 -0.207
O 1.276 2.783 23.916 0.3 -0.096 0.069
O 3.428 3.773 26.651 0.016 0.011 -0.096
O 0.203 7.099 26.099 0.095 0.129 0.077
O 10.7 4.118 28.477 -0.075 -0.045 0.23
O 2.26 13.54 26.896 0.108 0.019 -0.038
O 4.139 7.293 24.176 -0.034 0.064 0.109
O 2.78 9.173 25.386 -0.197 -0.07 -0.176
O 0.747 8.384 28.343 0.026 -0.198 -0.258
O 2.759 14.705 24.563 -0.037 -0.147 0.321
O 14.535 15.811 24.112 -0.107 -0.19 -0.086
O 3.154 0.799 23.56 -0.05 0.183 -0.222
O 7.712 0.927 23.317 0.057 0.046 0.105
O 6.156 4.044 28.809 -0.319 0.144 0.116
O 9.151 8.761 28.718 -0.218 -0.121 -0.078
O 6.276 8.955 21.932 -0.016 -0.084 -0.034
O 10.544 8.697 26.38 0.011 -0.102 0.091
O 8.026 12.174 24.209 0.167 0.019 -0.16
O 6.016 9.119 28.825 0.125 -0.028 -0.223
O 10.243 16.676 24.017 -0.147 0.185 0.121
O 8.283 14.916 23.984 0.075 -0.039 -0.031
O 12.652 1.137 23.275 0.001 0.133 -0.028
O 0.143 5.112 24.325 -0.261 0.094 -0.2
O 11.725 5.217 24.052 0.094 -0.019 -0.054
O 8.779 8.333 21.923 -0.132 0.341 -0.161
O 12.272 3.748 26.411 -0.093 0.02 -0.051
O 15.839 8.533 23.903 0.003 -0.1 0.022
O 12.457 12.105 23.333 -0.048 0.334 0.163
O 10.105 11.978 22.072 0.058 0.111 0.258
O 14.393 13.286 24.694 0.325 0.049 0.015
O 2.961 11.947 24.907 -0.172 -0.054 -0.325
O 1.883 2.103 28.103 0.039 0.006 0.236
O 15.635 2.347 28.663 0.015 0.153 0.131
O 3.508 8.226 28.629 -0.037 0.141 -0.173
O 0.686 10.686 24.727 -0.05 0.09 -0.368
O 8.653 10.499 26.125 0.208 0.228 0.169
O 1.756 11.53 32.04 -0.178 -0.12 0.209
O 6.129 11.269 26.021 -0.081 -0.427 0.057
O 0.803 16.632 24.453 -0.092 -0.085 0.184
O 11.025 11.253 26.764 0.332 -0.04 0.171
O 4.44 2.042 28.406 0.001 0.089 0.209
O 5.471 16.643 24.292 0.122 -0.173 0.142
O 5.78 6.602 28.412 -0.348 0.116 0.271
O 8.212 5.403 27.927 0.094 0.342 0.227
O 7.314 6.844 23.514 -0.185 -0.042 0.538
O 7.385 9.53 24.124 0.122 -0.082 -0.096
O 7.797 9.174 30.94 0.008 0.135 -0.023
O 6.491 12.94 28.171 0.003 -0.183 -0.053
O 9.26 12.737 28.255 -0.11 -0.144 -0.115
O 10.199 10.188 30.67 0 0.114 0.17
O 10.497 15.863 27.02 0.125 0.149 -0.139
O 4.973 2.827 24.594 -0.232 0.158 -0.124
O 10.192 13.705 25.281 0.212 -0.215 -0.278
O 14.942 5.074 26.445 0.049 -0.296 -0.258
O 14.259 16.488 28.788 -0.366 -0.237 0.222
O 10.143 5.262 26.125 -0.176 -0.208 -0.146
O 5.928 5.015 26.36 -0.033 0.218 -0.091
O 10.581 6.7 28.23 0.4 0.154 0.062
O 3.037 6.541 26.398 -0.235 -0.153 0.171
O 15.983 14.386 29.078 -0.298 -0.249 0.25
O 15.654 12.8 31.05 -0.132 -0.088 -0.056
O 1.707 4.551 30.959 -0.069 -0.113 -0.071
O 2.955 5.222 28.716 -0.044 0.149 -0.053
O 3.53 1.19 26.098 0.027 -0.031 0.015
O 1.1 4.798 26.846 -0.019 -0.293 0.231
O 5.016 8.286 26.494 0.179 0.123 0.048
O 2.75 5.035 23.702 0.112 -0.254 0.472
O 14.822 14.915 26.697 -0.106 -0.261 0.008
O 1.387 12.416 29.135 0.045 -0.151 -0.032
O 1.994 9.618 30.321 0.123 0.319 -0.003
O 1.847 10.897 27.101 -0.228 -0.266 -0.231
O 6.651 5.147 31.46 0.009 -0.124 0.05
O 6.504 2.522 26.696 -0.145 -0.393 -0.028
O 4.069 11.935 27.957 0.063 -0.233 -0.019
O 14.675 7.3 27.889 -0.058 0.068 -0.036
O 9.142 5.326 31.997 0.13 -0.159 -0.199
O 9.897 7.616 31.065 0.074 -0.058 -0.022
O 3.967 12.653 31.152 -0.015 0.063 0.042
O 5.887 10.749 30.724 -0.181 0.063 -0.206
O 13.259 5.046 28.498 -0.128 0.248 0.25
O 11.686 13.648 27.493 0.117 -0.146 -0.217
O 12.81 10.099 30.96 0.06 -0.027 0.003
O 11.744 9.079 28.763 0.258 -0.014 0.172
O 14.441 1.654 30.922 -0.306 -0.267 -0.031
O 1.891 7.026 30.306 -0.057 -0.004 0.342
O 8.396 0.4 25.979 -0.036 -0.019 -0.016
O 8.339 0.524 31.216 -0.149 0.053 -0.144
O 14.159 11.374 32.738 -0.05 0.055 -0.035
O 16.181 12.581 33.688 -0.184 0.4 -0.022
O 7.764 13.708 26.208 -0.17 -0.051 0.136

Results
total energy: -108573.032 eV
total energy less fixed offsets of O -438.25, Si -107.07 eV per atom: 5.038 eV
